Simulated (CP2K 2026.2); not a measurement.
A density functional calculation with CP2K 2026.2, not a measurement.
Periodic cell of 513 atoms, Si351O162, from a study of silicon, its oxide and their interface. The atomic structure is a simulated model.
Doubt: the forces sum to 1.36 eV/angstrom along one axis rather than to zero, so they err by at least 0.0027 eV/angstrom per atom on average; the grid cutoff is modest.

Settings: functional PBE; method Gaussian and plane waves; basis set DZVP-MOLOPT-SR-GTH; pseudopotentials GTH-PBE; grid cutoff 350 Ry, relative cutoff 50 Ry; k points Gamma only; occupations fixed; spin none; net charge 0.

Cell vectors (angstrom)
a 16.407 0 0
b 0 16.407 0
c -0.0326 -0.4139 34.4764

Atoms and the computed forces on them: element, x, y, z (angstrom), force x, y, z (eV/angstrom)
Si 0.068 16.03 0.515 -0.07 0.129 -0.347
Si 2.242 2.974 0.205 0.18 -0.125 -0.384
Si 0.179 5.379 0.251 -0.046 -0.14 0.023
Si 2.93 7.32 34.063 -0.182 -0.04 0.086
Si 15.995 10.603 34.47 -0.175 -0.298 -0.4
Si 2.287 13.501 34.432 0.095 -0.054 -0.191
Si 5.772 16.224 0.011 -0.107 -0.044 -0.119
Si 8.488 2.575 0.071 0.062 0.101 -0.189
Si 5.175 5.522 0.295 0.245 -0.346 -0.035
Si 7.981 7.991 0.201 0.128 -0.125 0.137
Si 6.023 10.086 34.22 0.133 0.094 0.081
Si 8.084 13.704 34.421 0.111 -0.131 -0.021
Si 10.588 0.273 0.305 0.154 -0.119 -0.154
Si 13.422 2.282 34.47 -0.076 0.161 0.169
Si 11.364 4.949 0.383 -0.207 0.234 0.01
Si 13.486 8.066 0.426 -0.024 0 -0.073
Si 11.306 10.442 0.246 -0.001 -0.179 -0.414
Si 13.826 13.302 0.293 -0.334 0.135 -0.459
Si 1.292 1.299 1.583 0.045 0.035 -0.213
Si 3.976 3.955 1.515 -0.133 0.062 -0.089
Si 1.478 6.853 1.45 0.093 -0.049 -0.429
Si 4.131 9.518 0.985 -0.067 0 -0.28
Si 1.333 12.165 1.253 -0.136 0.134 -0.075
Si 4.117 14.95 1.222 -0.019 0.052 -0.132
Si 6.875 1.341 1.412 0.151 0.09 -0.205
Si 9.622 3.928 1.614 0.176 0.156 -0.338
Si 6.811 6.591 1.616 -0.082 0.068 -0.073
Si 9.558 9.344 1.407 -0.012 -0.061 -0.182
Si 7.004 12.224 1.149 0.066 0.19 -0.215
Si 9.464 15.082 1.614 0.109 0.038 -0.263
Si 12.328 1.273 1.525 -0.049 -0.051 -0.26
Si 15.007 3.985 1.407 -0.007 -0.053 -0.414
Si 12.37 6.557 1.775 -0.082 -0.09 -0.323
Si 15.063 9.439 1.507 -0.03 0.071 -0.233
Si 12.256 12.138 1.569 0.089 0.015 -0.033
Si 14.969 14.786 1.709 0.047 -0.045 -0.034
Si 16.333 2.654 2.88 -0.09 0.079 0.188
Si 2.804 16.301 2.758 0.024 -0.064 -0.029
Si 0.105 8.157 2.827 -0.109 -0.006 0.11
Si 2.716 5.412 2.873 -0.017 -0.019 0.187
Si 0.041 13.43 2.87 -0.09 -0.231 0.182
Si 2.792 10.824 2.562 0.021 -0.097 -0.123
Si 5.444 2.615 2.792 -0.018 0.034 0.019
Si 8.129 -0.001 2.937 -0.023 0.087 0.196
Si 5.399 8.167 2.692 -0.065 -0.118 0.007
Si 8.226 5.291 2.936 0.002 -0.008 -0.024
Si 5.487 13.517 2.595 0.088 0.034 -0.08
Si 8.25 10.863 2.705 -0.036 -0.06 -0.007
Si 10.98 2.593 2.972 0.056 -0.092 0.119
Si 13.625 16.264 2.907 -0.048 0.121 0.058
Si 10.879 8.001 2.887 0.062 0.096 0.115
Si 13.791 5.264 3.007 0.077 -0.067 0.064
Si 10.873 13.583 2.834 -0.004 0.041 -0.026
Si 13.67 10.787 2.907 0.014 -0.063 0.2
Si 1.332 4.024 4.234 -0.01 0.061 -0.123
Si 4.123 1.24 4.183 -0.038 -0.063 0.03
Si 1.472 9.535 4.132 -0.052 -0.037 -0.075
Si 4.112 6.795 4.192 0.004 -0.008 -0.17
Si 1.422 14.901 4.138 -0.035 0.006 -0.043
Si 4.121 12.172 4.021 0.066 0.067 -0.009
Si 6.795 3.953 4.22 0.082 -0.022 0.031
Si 9.567 1.26 4.323 0.021 -0.018 -0.134
Si 6.818 9.508 4.084 -0.041 0.009 -0.124
Si 9.537 6.688 4.291 0.014 0.107 -0.01
Si 6.762 14.895 4.131 0.014 0.072 -0.085
Si 9.55 12.185 4.181 0.003 -0.054 0.026
Si 12.346 3.962 4.336 -0.053 -0.032 -0.089
Si 15.01 1.237 4.245 0.008 0.085 0.009
Si 12.278 9.398 4.24 0.012 0.033 -0.151
Si 15.147 6.752 4.228 0.06 -0.088 -0.002
Si 12.252 14.901 4.235 0.04 0.035 0.042
Si 15.056 12.139 4.276 0.082 -0.056 -0.112
Si 0.029 16.258 5.537 -0.002 0.031 -0.063
Si 2.733 2.618 5.542 0.012 0.027 -0.058
Si 0.029 5.385 5.638 0.037 -0.009 0.018
Si 2.754 8.144 5.561 0.016 -0.065 -0.011
Si 0.066 10.798 5.575 -0.069 0.031 0.028
Si 2.782 13.524 5.491 -0.006 0.021 -0.081
Si 5.455 16.26 5.556 -0.044 -0.014 -0.018
Si 8.175 2.633 5.625 0 -0.021 0.021
Si 5.46 5.382 5.553 0.012 0.056 -0.03
Si 8.144 8.122 5.538 0.036 -0.025 -0.034
Si 5.461 10.848 5.486 0.023 -0.04 -0.061
Si 8.162 13.557 5.525 0.012 0.005 -0.037
Si 10.925 16.263 5.633 -0.076 -0.012 0.018
Si 13.689 2.584 5.668 -0.044 -0.064 0.008
Si 10.944 5.349 5.637 0.036 -0.001 0.01
Si 13.705 8.068 5.584 -0.045 0.02 -0.04
Si 10.917 10.815 5.569 0.05 0.023 -0.069
Si 13.667 13.548 5.581 0.026 -0.014 -0.035
Si 1.379 1.237 6.914 -0.012 -0.013 -0.006
Si 4.097 3.996 6.915 -0.015 0.011 -0.019
Si 1.408 6.764 6.956 -0.03 -0.02 0.003
Si 4.13 9.493 6.917 -0.022 -0.023 -0.011
Si 1.415 12.194 6.913 -0.042 -0.018 0.007
Si 4.099 14.892 6.911 0.012 0.036 0.033
Si 6.814 1.225 6.941 0.074 -0.029 -0.004
Si 9.559 3.99 6.982 -0.022 0.024 -0.008
Si 6.822 6.741 6.932 -0.015 -0.004 -0.003
Si 9.538 9.457 6.924 -0.005 0.027 -0.001
Si 6.815 12.187 6.899 -0.024 0.034 0.007
Si 9.529 14.894 6.942 0.049 0.03 -0.012
Si 12.297 1.22 6.994 0.042 0.019 0.009
Si 15.062 3.991 6.979 -0.022 0.036 -0.003
Si 12.327 6.722 6.967 0.013 -0.019 -0.001
Si 15.076 9.449 6.937 0.061 -0.056 -0.008
Si 12.297 12.179 6.937 -0.008 -0.022 -0.003
Si 15.058 14.913 6.927 -0.028 0.013 -0.013
Si 0.026 2.605 8.308 -0.006 0.02 -0.003
Si 2.74 16.271 8.281 -0.033 -0.011 -0.001
Si 0.023 8.099 8.325 -0.046 -0.03 0.007
Si 2.757 5.368 8.305 0.01 0.016 0
Si 0.025 13.545 8.284 0.012 0.022 0.004
Si 2.763 10.837 8.304 0.006 0 0.001
Si 5.458 2.618 8.288 0.003 0.007 -0.001
Si 8.189 16.28 8.31 -0.02 0.001 0.012
Si 5.469 8.109 8.303 0.009 -0.022 0.001
Si 8.191 5.378 8.312 0.053 0.016 0.019
Si 5.469 13.548 8.293 0.007 0.011 -0.009
Si 8.183 10.831 8.29 0.014 -0.025 -0.007
Si 10.928 2.61 8.333 -0.02 -0.02 0.006
Si 13.691 16.266 8.318 -0.013 0.018 0.024
Si 10.931 8.101 8.293 0.024 -0.008 0.004
Si 13.683 5.351 8.335 -0.023 -0.021 0.013
Si 10.921 13.542 8.298 0.002 -0.014 0.014
Si 13.688 10.819 8.289 0.006 0.02 -0.002
Si 1.39 3.988 9.663 -0.004 0.004 -0.004
Si 4.099 1.242 9.652 0.009 0.007 -0.005
Si 1.391 9.472 9.678 -0.018 -0.001 -0.007
Si 4.118 6.732 9.679 -0.006 -0.009 0.001
Si 1.376 14.918 9.662 -0.026 0.021 -0.008
Si 4.117 12.195 9.683 -0.007 -0.007 -0.001
Si 6.83 3.984 9.661 -0.006 0.003 -0.007
Si 9.554 1.241 9.68 0.02 0.001 0.015
Si 6.84 9.462 9.679 -0.004 -0.009 -0.012
Si 9.573 6.735 9.673 0.004 -0.016 0.004
Si 6.829 14.913 9.669 0.011 0.009 0
Si 9.557 12.185 9.666 0.015 0.004 0.001
Si 12.303 3.981 9.686 0.008 0.018 0.014
Si 15.05 1.246 9.672 0.001 0 0.005
Si 12.311 9.461 9.657 -0.004 0.005 -0.01
Si 15.056 6.727 9.68 0.026 0.001 0.008
Si 12.299 14.906 9.665 0.009 0.004 0.009
Si 15.052 12.19 9.659 -0.012 -0.025 -0.007
Si 0.009 -0.122 11.03 -0.002 0.005 -0.002
Si 2.747 2.613 11.029 -0.01 0.008 0.006
Si 0.018 5.35 11.029 -0.035 -0.006 -0.009
Si 2.751 8.097 11.048 -0.012 -0.016 -0.008
Si 0.009 10.831 11.039 0.022 -0.008 -0.002
Si 2.744 13.564 11.041 0 -0.003 0.003
Si 5.469 -0.115 11.025 0.004 -0.002 -0.005
Si 8.192 2.62 11.043 0.006 0.002 0.017
Si 5.481 5.349 11.041 0.026 -0.004 -0.005
Si 8.215 8.099 11.047 0.015 0.005 0.006
Si 5.484 10.83 11.053 -0.013 -0.002 -0.008
Si 8.204 13.559 11.039 -0.006 -0.002 0.005
Si 10.934 -0.125 11.031 0.012 0.014 -0.002
Si 13.674 2.608 11.041 -0.004 0.009 0.017
Si 10.935 5.359 11.04 -0.018 0.012 0.005
Si 13.676 8.095 11.031 0.001 -0.019 0.003
Si 10.941 10.827 11.023 0.005 -0.006 -0.006
Si 13.674 13.55 11.032 -0.002 0 0.015
Si 1.375 1.247 12.389 -0.019 -0.009 -0.004
Si 4.12 3.968 12.404 -0.011 0.017 0.008
Si 1.38 6.714 12.398 0.003 0.019 -0.001
Si 4.119 9.464 12.419 0.005 -0.009 -0.011
Si 1.369 12.204 12.407 -0.001 -0.009 -0.013
Si 4.116 14.934 12.402 -0.007 0.01 -0.002
Si 6.826 1.245 12.408 -0.023 -0.001 0.006
Si 9.569 3.988 12.407 0.02 0.012 -0.006
Si 6.86 6.707 12.406 -0.011 -0.001 -0.022
Si 9.592 9.469 12.407 0.011 -0.006 -0.01
Si 6.855 12.195 12.418 0.011 0.008 -0.001
Si 9.564 14.933 12.408 0.017 -0.008 0.006
Si 12.296 1.238 12.403 -0.026 -0.021 0.007
Si 15.049 3.987 12.388 0.048 0.023 0.011
Si 12.311 6.726 12.399 0.015 -0.003 0.005
Si 15.042 9.461 12.4 -0.027 0.001 -0.006
Si 12.293 12.196 12.4 -0.005 -0.034 -0.002
Si 15.035 14.932 12.395 0.006 0.011 -0.013
Si -0.002 2.607 13.747 -0.018 0.015 -0.017
Si 2.751 -0.101 13.761 -0.007 0.008 -0.001
Si 0 8.077 13.756 0.047 -0.038 0.009
Si 2.747 5.336 13.754 -0.012 -0.009 -0.006
Si -0.001 13.581 13.763 -0.021 -0.002 0.021
Si 2.741 10.84 13.772 -0.029 0.008 0.027
Si 5.468 2.599 13.798 0.055 0.01 0.001
Si 8.196 -0.111 13.782 0.006 -0.014 -0.024
Si 5.502 8.081 13.758 0.001 -0.023 0.003
Si 8.217 5.345 13.798 -0.007 0.014 0.033
Si 5.489 13.575 13.771 -0.027 -0.018 -0.012
Si 8.248 10.847 13.78 -0.001 -0.037 -0.009
Si 10.93 2.611 13.768 -0.003 0.012 -0.021
Si 13.658 -0.128 13.775 0.031 0.003 0.014
Si 10.958 8.098 13.772 -0.015 0 0.008
Si 13.683 5.353 13.755 -0.017 0.027 -0.001
Si 10.93 13.571 13.776 -0.012 0.026 -0.009
Si 13.664 10.83 13.759 0.018 0.002 -0.014
Si 1.385 3.946 15.106 -0.005 0.057 0.022
Si 4.092 1.239 15.179 -0.06 -0.055 0.071
Si 1.358 9.458 15.113 -0.001 -0.023 -0.001
Si 4.122 6.708 15.103 0.077 0.023 0.007
Si 1.383 14.95 15.117 0.005 0.004 0.03
Si 4.114 12.222 15.129 0.032 0.009 0.017
Si 6.85 3.956 15.164 -0.052 -0.02 0.005
Si 9.538 1.277 15.148 0.041 0.005 0.037
Si 6.903 9.436 15.103 -0.025 0.013 0.002
Si 9.611 6.721 15.145 0.034 0.019 0.031
Si 6.85 14.923 15.165 0.019 0.051 0.079
Si 9.577 12.236 15.18 0.026 -0.035 0.074
Si 12.337 3.956 15.109 -0.028 0.032 0.034
Si 15.02 1.264 15.117 0.043 -0.022 0.026
Si 12.321 9.465 15.149 -0.035 -0.018 0.047
Si 15.044 6.713 15.137 -0.016 -0.023 0.022
Si 12.287 14.921 15.161 -0.049 -0.001 0.04
Si 15.002 12.233 15.108 0.026 -0.017 -0.006
Si 0.008 -0.075 16.456 -0.093 0.023 0.05
Si 2.708 2.609 16.547 0.035 0 0.086
Si -0.013 5.268 16.454 0.103 -0.008 0.026
Si 2.752 8.08 16.442 -0.036 0.003 0.083
Si 16.368 10.857 16.425 -0.067 0.122 0.003
Si 2.759 13.613 16.504 -0.008 -0.014 0.078
Si 5.472 -0.137 16.544 0.025 0.003 -0.03
Si 8.194 2.606 16.594 -0.032 -0.018 0.09
Si 5.463 5.33 16.488 0.011 0.007 0.032
Si 8.273 8.111 16.518 0.029 0.015 0.1
Si 5.531 10.823 16.407 0.014 -0.089 0.023
Si 8.204 13.59 16.591 -0.009 0.016 0.024
Si 10.909 -0.083 16.493 -0.054 -0.035 0.029
Si 13.66 2.598 16.53 -0.001 -0.004 0.095
Si 10.998 5.321 16.472 0.041 -0.005 0.001
Si 13.695 8.098 16.521 -0.012 -0.005 0.061
Si 10.993 10.884 16.52 -0.061 -0.039 0.042
Si 13.647 13.556 16.547 0.014 -0.027 0.124
Si 1.308 1.242 17.93 0.013 0.002 0.007
Si 4.076 4.001 17.904 -0.067 0.042 -0.053
Si 1.346 6.677 17.745 0.052 -0.011 -0.24
Si 4.167 9.475 17.749 0.07 0.053 -0.172
Si 1.327 12.224 17.76 -0.061 -0.039 -0.189
Si 4.143 14.917 17.964 -0.042 -0.053 0.032
Si 6.761 1.231 17.977 -0.044 0.103 -0.06
Si 9.661 3.987 17.887 0.011 0.002 -0.114
Si 6.899 6.667 17.805 0.047 -0.079 -0.194
Si 9.664 9.522 17.896 -0.04 -0.048 -0.085
Si 6.825 12.126 17.883 -0.014 -0.018 -0.01
Si 9.554 15.044 17.94 0.002 0.029 -0.062
Si 12.243 1.251 17.906 -0.019 0.07 -0.132
Si 15.104 3.878 17.913 0.008 -0.009 -0.046
Si 12.401 6.62 17.862 0.118 -0.136 -0.005
Si 14.99 9.59 17.861 -0.1 0.059 0.044
Si 12.302 12.202 18.017 0.044 0.051 0.084
Si 15.031 15.003 17.809 0.01 0.06 -0.203
Si 16.297 2.454 19.455 -0.043 -0.019 0.477
Si 2.757 -0.036 19.271 0.012 0.087 0.203
Si 0.028 8.15 18.965 0.066 -0.098 0.383
Si 2.578 5.321 19.213 0.025 -0.025 0.186
Si 0 13.648 19.093 0.09 -0.038 0.144
Si 2.726 10.84 19.012 -0.063 -0.151 0.338
Si 5.418 2.676 19.35 -0.063 0.037 0.158
Si 8.095 -0.126 19.387 0.047 -0.065 0.276
Si 5.504 8.034 19.061 -0.058 -0.016 0.147
Si 8.314 5.367 19.212 -0.037 0.189 0.248
Si 5.37 13.33 19.321 -0.094 0.074 0.348
Si 8.27 10.883 19.302 0.032 0.073 0.139
Si 10.935 2.614 19.341 0.002 -0.052 0.147
Si 13.642 -0.107 19.204 0.097 -0.205 0.33
Si 11.073 8.056 19.13 -0.15 0.048 0.143
Si 13.851 5.28 19.288 -0.073 0.068 0.26
Si 10.945 13.718 19.306 0.235 0.006 0.305
Si 13.678 10.844 19.506 0.069 -0.028 0.232
Si 1.321 3.874 20.707 0.245 0.012 0.066
Si 3.652 1.724 20.678 0.253 -0.283 0.023
Si 1.708 9.136 20.25 -0.131 0.109 -0.007
Si 3.903 6.868 20.356 -0.096 0.255 0.425
Si 1.526 14.789 20.488 0.081 0.141 0.135
Si 3.523 12.287 20.694 0.08 -0.366 -0.107
Si 7.121 3.849 20.538 -0.086 0.055 0.209
Si 9.252 1.541 20.685 0.073 -0.043 0.108
Si 7.056 9.183 20.386 -0.012 0.036 0.336
Si 9.455 7.042 20.497 0.113 -0.041 0.228
Si 6.934 14.5 20.604 0.034 0.073 0.033
Si 9.39 12.591 20.627 0.016 -0.112 0.079
Si 12.671 3.651 20.602 -0.195 0.283 0.147
Si 14.608 1.162 20.934 0 0.011 -0.328
Si 12.612 8.942 20.691 -0.135 0.095 0.244
Si 15.113 7.005 20.473 -0.034 0.065 -0.086
Si 12.658 14.796 20.708 -0.42 -0.2 0.035
Si 14.99 12.589 20.601 -0.009 -0.111 -0.01
Si 4.101 10.275 27.354 0.035 -0.002 -0.102
Si 16.153 5.58 22.822 0.145 0.176 0.286
Si 5.779 5.805 22.657 -0.084 0.05 0.037
Si 16.056 6.19 25.859 -0.125 0.037 0.473
Si 2.226 10.408 22.796 0.112 -0.076 0.156
Si 6.282 15.539 23.303 0.165 -0.046 0.459
Si 9.648 7.35 28.301 0.032 -0.037 -0.209
Si 4.639 5.728 25.421 0.026 0.005 0.289
Si 9.005 0.483 23.43 0.09 -0.069 0.443
Si 6.602 8.732 23.196 -0.098 0.064 0.41
Si 10.984 12.019 23.371 -0.05 0.095 0.401
Si 0.187 12.426 23.39 -0.2 -0.062 0.293
Si 13.594 4.137 25.946 0.078 0.047 0.238
Si 11.141 7.561 22.979 -0.182 0.161 0.244
Si 13.719 12.872 24.445 -0.108 -0.113 0.358
Si 1.119 15.37 23.425 0.056 -0.092 0.277
Si 1.815 1.044 27.764 -0.036 0.033 0.005
Si 9.432 9.496 24.441 -0.182 -0.005 0.279
Si 15.02 10.666 28.746 -0.131 0.108 -0.238
Si 0.03 13.495 28.018 -0.143 -0.089 -0.025
Si 9.922 14.386 25.223 0.009 -0.048 0.35
Si 6.616 2.951 27.685 -0.027 0.007 0.002
Si 5.22 4.12 31.779 0.032 0.108 -0.25
Si 6.829 6.102 27.74 0.052 -0.102 -0.18
Si 5.456 8.325 29.528 -0.003 -0.075 -0.32
Si 7.141 14.747 25.927 0.099 -0.031 0.361
Si 13.447 15.905 23.327 -0.043 -0.12 0.198
Si 12.987 5.117 23.166 -0.219 0.05 0.373
Si 14.774 5.104 29.883 0.027 -0.009 -0.408
Si 3.919 8.654 24.751 0.073 -0.014 0.132
Si 12.873 11.064 26.813 -0.05 -0.019 0.029
Si 13.499 0.96 26.081 -0.034 0.051 0.217
Si 2.882 -0.249 30.295 -0.01 0.171 -0.286
Si 3.795 0.745 23.681 -0.188 0.199 0.369
Si 0.544 3.177 29.442 -0.071 -0.075 -0.248
Si 2.724 12.42 28.828 -0.023 0.03 -0.102
Si 5.485 12.812 27.732 0.082 0.101 -0.17
Si 8.169 3.622 31.626 0.111 -0.334 -0.369
Si 11.008 -0.315 27.306 0.042 -0.033 0.203
Si 8.47 1.172 26.123 -0.11 -0.031 0.276
Si 7.303 10.192 31.42 0.048 -0.143 -0.459
Si 9.803 8.526 31.072 0.056 -0.019 -0.392
Si 16.193 15.776 26.062 0.011 -0.033 0.325
Si 3.848 2.848 26.083 0.118 0.121 0.17
Si 12.492 6.074 28.014 0.125 0.066 -0.008
Si 10.242 14.537 32.372 -0.024 0.051 -0.283
Si 14.291 8.489 26.878 -0.035 -0.041 -0.016
Si 1.392 1.889 31.939 0.204 0.054 -0.347
Si 5.222 1.007 31.804 0.189 -0.011 -0.469
Si 3.255 6.581 30.933 0.057 -0.137 -0.495
Si 0.994 5.898 28.63 -0.049 -0.058 -0.148
Si 1.857 13.409 31.406 -0.138 0.166 -0.415
Si 8.2 12.2 29.271 0.196 0.137 -0.39
Si 7.585 1.303 30.029 0.127 -0.069 -0.349
Si 9.666 6.028 32.612 0.07 0.021 -0.08
Si 9.322 15.238 29.662 -0.034 0.088 -0.277
Si 12.106 10.238 31.801 -0.017 0.005 -0.393
Si 15.101 0.655 32.59 0.096 -0.057 -0.303
Si 15.443 14.583 30.742 0.098 -0.161 -0.347
Si 9.881 10.268 27.259 0.039 0.099 0.081
Si 15.046 6.525 32.473 -0.095 -0.005 -0.132
Si 12.826 13.159 31.754 0.165 -0.066 -0.164
Si 15.095 9.426 31.7 -0.214 0.057 -0.337
O 1.199 14.734 34.207 -0.042 -0.193 0.474
O 15.355 -0.333 33.845 -0.117 0.12 0.256
O 2.49 1.968 33.142 0.135 0.132 0.29
O 1.735 0.537 31.118 -0.125 0.103 0.148
O 1.229 3.816 34.218 0.215 -0.075 0.294
O 16.229 5.852 33.363 -0.092 -0.261 0.16
O 2.615 7.043 32.39 -0.109 0.352 1.092
O 1.355 3.133 30.871 -0.146 -0.06 0.108
O 16.059 10.045 32.878 0.21 -0.013 0.535
O 15.519 7.841 31.619 0.232 -0.241 0.231
O 8.236 0.007 29.264 0.06 -0.039 0.059
O 2.508 13.004 32.846 0.338 0.125 0.401
O 5.08 0.363 33.294 0.2 -0.109 0.222
O 6.87 14.728 33.856 0.11 -0.163 0.615
O 8.088 3.008 33.154 -0.098 -0.028 0.622
O 9.564 1.013 34.086 -0.14 -0.05 0.345
O 5.508 4.383 33.354 0.34 0.033 0.287
O 4.259 6.399 34.309 -0.121 0.154 -0.053
O 8.358 6.612 33.397 -0.216 -0.029 0.14
O 6.812 8.628 34.124 -0.164 0.483 0.255
O 6.304 10.629 32.647 -0.369 0.114 0.624
O 9.089 11.159 28.365 0.095 0.034 0.098
O 9.174 13.536 33.142 -0.148 -0.15 0.228
O 11.361 13.789 31.465 -0.303 0.162 -0.081
O 13.772 1.536 33.002 0.062 0.168 0.271
O 15.128 -0.285 31.237 -0.196 0.294 0.143
O 12.296 3.434 34.06 -0.304 0.124 0.21
O 10.738 5.437 33.643 -0.032 -0.133 -0.2
O 12.329 9.167 0.059 -0.205 -0.009 0.384
O 13.836 6.91 33.482 -0.146 0.054 0.235
O 11.085 9.501 30.733 0.024 0.061 0.204
O 11.207 10.538 33.135 -0.242 0.154 0.4
O 14.929 11.832 34.24 -0.032 -0.185 -0.057
O 13.127 13.395 33.339 0.107 -0.027 0.507
O 2.571 2.881 21.175 -0.008 -0.089 -0.138
O 4.124 1.12 22.136 0.109 -0.125 -0.213
O 5.071 -0.158 24.12 0.168 -0.037 0.053
O 2.851 8.072 20.811 0.082 -0.163 -0.459
O 3.69 4.494 25.97 -0.126 -0.003 -0.185
O 5.319 5.139 24.066 0.12 -0.088 -0.323
O 4.468 6.266 21.795 -0.022 -0.21 -0.151
O 3.518 9.477 26.085 -0.181 0.075 0.049
O 2.553 13.59 21.046 -0.149 0.217 -0.494
O 5.461 9.001 24.334 0.051 0.201 -0.25
O 3.412 11.347 22.094 -0.04 0.336 -0.326
O 5.846 6.227 26.429 0.049 0.146 -0.043
O 6.596 4.652 21.874 -0.072 -0.015 -0.024
O 9.859 0.963 22.135 0.163 -0.065 -0.303
O 7.489 0.167 22.931 -0.067 -0.173 -0.284
O 8.313 8.191 20.859 -0.107 0.1 -0.363
O 6.235 9.515 21.806 -0.141 -0.024 -0.368
O 10.157 6.703 21.972 -0.242 -0.079 -0.175
O 8.896 1.611 24.606 -0.067 -0.023 -0.256
O 8.169 13.552 21.263 0.009 0.173 -0.319
O 5.902 14.887 21.866 -0.167 -0.227 -0.109
O 10.459 10.583 23.847 0.319 -0.166 0.082
O 10.404 12.189 21.868 -0.002 0.229 -0.126
O 13.571 2.415 21.272 -0.013 -0.028 -0.067
O 12.954 4.142 24.457 0.069 0.084 -0.098
O 14.595 0.234 22.358 0.235 0.479 -0.443
O 0.854 15.569 21.82 -0.2 -0.261 -0.533
O 11.76 8.848 22.14 0.322 0.389 -0.168
O 1.219 11.226 23.793 0.138 0.139 -0.163
O 16.191 6.805 21.737 0.152 0.262 -0.395
O 13.904 7.969 21.072 -0.01 -0.119 -0.374
O 13.871 13.715 21.123 -0.048 -0.21 -0.269
O 12.284 15.504 22.204 -0.068 -0.105 -0.206
O 1.202 9.831 21.653 -0.305 -0.063 -0.211
O 12.62 12.159 23.435 -0.009 0.063 -0.212
O 15.902 11.963 28.26 -0.085 -0.014 0.176
O 2.474 -0.211 23.822 -0.175 0.03 -0.235
O 14.572 5.181 22.791 0.17 -0.043 -0.166
O 0.713 4.415 22.182 0.086 -0.06 -0.436
O 6.703 7.118 22.946 0.314 -0.142 -0.145
O 0.822 6.353 27.035 0.091 -0.132 0.056
O 3.744 7.052 25.066 -0.269 -0.016 0.112
O 2.907 9.16 23.591 -0.215 0.011 -0.111
O 2.845 10.925 28.174 0.039 0.168 0.223
O 15.317 9.28 27.9 0.121 -0.048 0.172
O 5.974 14.118 26.876 -0.251 0.112 0.137
O 6.791 14.408 24.368 0.153 -0.018 -0.205
O 9.639 15.56 24.132 -0.013 0.037 -0.258
O 6.812 4.511 28.115 -0.022 0.19 -0.064
O 8.18 2.728 21.168 0.105 -0.064 -0.325
O 3.728 2.076 24.64 0.085 0.126 -0.176
O 10.421 7.295 31.932 -0.061 -0.006 0.127
O 8.378 6.648 27.507 -0.056 0.166 -0.112
O 8.024 9.336 23.668 -0.057 0.109 -0.049
O 8.984 10.039 25.919 -0.187 -0.138 -0.107
O 10.363 13.08 24.421 0.081 -0.073 -0.214
O 10.284 8.095 24.293 0.394 -0.326 -0.167
O 13.773 14.491 24.153 -0.056 0.306 -0.325
O 12.134 4.471 21.942 -0.149 -0.156 -0.181
O 15.054 4.898 26.152 0.062 -0.016 -0.181
O 0.249 5.975 24.342 -0.052 -0.234 -0.434
O 12.331 6.574 23.521 0.179 -0.127 0.065
O 13.437 9.672 26.11 0.008 0.08 -0.041
O 16.044 12.299 21.849 -0.079 0.009 -0.252
O 15.241 12.309 24.296 0.221 -0.06 -0.012
O 2.749 0.103 28.711 0.066 -0.309 0.05
O 16.36 15.899 24.442 -0.038 0.041 -0.252
O 2.703 2.2 27.04 0.04 0.14 0.177
O 0.641 1.764 28.647 -0.031 0.116 -0.013
O 5.31 2.646 26.771 -0.049 0.018 0.016
O 4.895 9.208 28.282 0.212 0.092 -0.006
O 10.235 8.734 27.673 -0.022 -0.201 -0.14
O 1.655 13.371 28.038 0.237 0.011 -0.141
O 4.194 13.158 28.681 -0.178 0.014 0.304
O 1.113 0.058 26.698 -0.019 -0.19 -0.039
O 5.059 11.509 26.823 0.019 -0.071 -0.126
O 8.611 14.055 26.172 -0.051 -0.117 0.171
O 7.333 -0.035 26.152 -0.15 -0.11 -0.213
O 7.929 2.517 26.836 0.102 -0.126 -0.334
O 9.802 0.684 26.899 -0.039 0.397 -0.203
O 6.717 4.202 31.116 -0.067 0.183 0.024
O 4.129 5.164 31.105 0.16 0.073 0.239
O 8.608 9.3 31.876 -0.066 -0.193 0.472
O 10.93 6.338 28.397 -0.177 -0.16 0.015
O 6.453 9.297 30.354 0.265 0.012 -0.113
O 6.211 6.999 28.945 -0.056 0.084 0.473
O 11.104 14.841 26.253 -0.08 -0.229 -0.156
O 10.701 15.544 28.818 0.068 -0.033 -0.044
O 14.879 0.209 26.474 -0.023 -0.189 -0.09
O 13.051 0.555 24.542 -0.052 -0.05 -0.245
O 1.106 13.752 23.669 -0.011 -0.082 0.09
O 0.262 13.818 31.542 -0.043 -0.235 0.319
O 12.502 4.961 26.83 -0.02 0.035 -0.301
O 14.55 5.361 31.461 0.152 -0.119 0.325
O 15.18 7.583 25.85 0.124 -0.212 -0.075
O 13.312 5.36 29.23 -0.055 0.187 0.013
O 16.055 14.219 26.596 -0.166 -0.042 -0.123
O 13.473 11.091 28.346 0.066 0.267 0.299
O 16.292 1.758 32.52 -0.144 -0.026 -0.129
O 13.293 12.404 25.971 0.214 0.353 -0.347
O 2.665 14.61 30.664 0.098 -0.181 0.2
O 4.379 0.137 30.735 0.184 0.027 0.195
O 15.367 3.584 29.645 -0.19 -0.155 0.177
O 15.907 6.135 29.276 -0.126 0.163 0.257
O 2.143 6.492 29.669 0.049 -0.016 0.136
O 1.296 4.298 28.537 0.013 -0.128 -0.027
O 2.16 12.181 30.356 0.141 -0.022 0.098
O 15.302 10.287 30.31 -0.015 0.061 0.403
O 6.731 12.354 28.633 -0.128 0.061 -0.076
O 4.264 7.791 30.496 -0.161 0.047 0.353
O 6.517 1.995 28.998 -0.007 -0.097 0.117
O 6.781 0.826 31.361 0.157 -0.1 0.505
O 9.471 15.454 31.264 -0.196 -0.226 0.575
O 12.403 0.501 27.206 0.048 0.162 0.105
O 8.648 2.456 30.545 0.005 0.143 0.138
O 9.216 4.869 31.555 -0.053 0.011 -0.044
O 7.949 11.532 30.733 -0.143 -0.078 0.472
O 8.865 13.693 29.353 -0.018 -0.112 0.163
O 9.122 7.826 29.764 -0.246 0.283 0.178
O 13.741 2.56 26.312 -0.013 0.141 -0.205
O 15.873 14.534 29.158 -0.127 0.033 0.042
O 14.037 13.781 30.866 -0.026 0.021 0.067
O 13.24 7.484 27.639 -0.129 0.006 0.213
O 4.733 2.562 31.636 0.005 -0.045 0.056
O 11.065 15.446 33.44 0.235 -0.015 0.218
O 12.665 11.639 31.211 0.159 0.043 -0.051
O 11.255 11.057 26.905 -0.007 -0.131 -0.287
O 13.487 9.394 32.049 -0.045 -0.157 0.284

Results
total energy: -108574.990 eV
total energy less fixed offsets of O -438.35, Si -107.03 eV per atom: 5.240 eV
